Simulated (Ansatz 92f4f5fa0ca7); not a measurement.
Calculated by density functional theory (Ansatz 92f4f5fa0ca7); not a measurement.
Periodic cell of 237 atoms, Si142O89As6, from a study of silicon, its oxide and their interface. The atomic structure is a simulated model.
Doubt: the cutoff is far below the 930 eV that the study's wrapper takes by default for these files, so forces and energies are approximate.
This geometry differs little from another in the collection (a relaxation step or a small displacement).

Settings
functional: PBE
potential files: Ansatz PAW
basis: plane waves
wave-function cutoff: 580 eV
density cutoff ratio: 5
exchange-correlation grid ratio: 1
k mesh: 1 x 1 x 1, Gamma-centred
self-consistency stop: 5e-08 eV per atom in the density residual
occupations: fixed
spin: none
net charge: 0

Cell vectors (angstrom)
a 11.6015 0 0
b 0 10.938 0
c 0 0 32.8569

Atoms: element, x, y, z (angstrom)
Si 0.1914 0.1288 24.1767
Si 3.7571 -0.1531 24.2186
Si 7.7469 0.2382 23.899
Si 2.1396 1.5356 24.1675
Si 5.6706 1.3123 24.1618
Si 9.7941 1.4711 24.0886
As 0.1376 5.3307 24.009
Si 3.958 5.5365 24.315
As 7.9452 5.2146 24.1178
As 2.0315 6.9903 24.1121
Si 6.0476 6.6848 24.1737
Si 9.8151 6.7891 24.229
Si 1.9803 2.8207 26.1333
Si 5.8243 2.6772 26.1333
Si 9.7493 2.7263 26.1122
Si 0.0385 4.1634 26.1112
Si 3.9377 4.1144 26.1862
Si 7.794 4.035 26.1657
Si 1.9811 8.1835 26.1765
Si 5.9423 8.2216 25.9929
Si 9.7561 8.3002 26.0419
Si 0.1142 9.656 26.1209
Si 3.9413 9.4809 26.1367
Si 7.8116 9.6806 25.8955
Si 0.0533 0.0248 28.0656
Si 3.9153 -0.0134 28.0227
Si 7.7873 -0.0186 27.9666
Si 1.9848 1.3713 28.0198
Si 5.8534 1.3331 28.0568
Si 9.7136 1.3552 28.0337
Si 0.0078 5.4992 28.0412
Si 3.9291 5.5189 28.0598
Si 7.7763 5.4729 28.0314
Si 1.9578 6.8187 28.0651
Si 5.8731 6.8707 27.9821
Si 9.6905 6.8838 27.9847
Si 1.9336 2.7345 29.9577
Si 5.8008 2.7345 29.9577
Si 9.6679 2.7345 29.9577
Si 0 4.1018 29.9577
Si 3.8672 4.1018 29.9577
Si 7.7343 4.1018 29.9577
Si 1.9336 8.2035 29.9577
Si 5.8008 8.2035 29.9577
Si 9.6679 8.2035 29.9577
Si 0 9.5708 29.9577
Si 3.8672 9.5708 29.9577
Si 7.7343 9.5708 29.9577
Si 0 0 31.8913
Si 3.8672 0 31.8913
Si 7.7343 0 31.8913
Si 1.9336 1.3673 31.8913
Si 5.8008 1.3673 31.8913
Si 9.6679 1.3673 31.8913
Si 0 5.469 31.8913
Si 3.8672 5.469 31.8913
Si 7.7343 5.469 31.8913
Si 1.9336 6.8362 31.8913
Si 5.8008 6.8362 31.8913
Si 9.6679 6.8362 31.8913
Si 1.9336 2.7345 0.9679
Si 5.8008 2.7345 0.9679
Si 9.6679 2.7345 0.9679
Si 0 4.1018 0.9679
Si 3.8672 4.1018 0.9679
Si 7.7343 4.1018 0.9679
Si 1.9336 8.2035 0.9679
Si 5.8008 8.2035 0.9679
Si 9.6679 8.2035 0.9679
Si 0 9.5708 0.9679
Si 3.8672 9.5708 0.9679
Si 7.7343 9.5708 0.9679
Si -0.0521 -0.0352 2.9467
Si 3.8007 0.0656 2.8116
Si 7.6809 0.031 2.8764
Si 1.8473 1.3909 2.9039
Si 5.7402 1.3796 2.9099
Si 9.6462 1.3514 2.884
Si -0.0352 5.4602 2.9558
Si 3.844 5.4469 2.9319
Si 7.7288 5.4332 2.9127
Si 1.9065 6.8115 2.8885
Si 5.7911 6.7803 2.8521
Si 9.6375 6.8399 2.9594
Si 1.8602 2.7865 4.8278
Si 5.7207 2.6591 4.9117
Si 9.6826 2.6723 4.8275
Si -0.0822 4.1803 4.9873
Si 3.8077 4.1228 4.9261
Si 7.6827 3.9375 4.7656
Si 1.8968 8.2232 4.7623
Si 5.7214 8.1878 4.7144
Si 9.5278 8.2121 4.9364
Si -0.0757 9.5306 4.9224
Si 3.8425 9.5624 4.6239
Si 7.6464 9.6109 4.7829
Si 0.0402 -0.0242 6.8639
Si 3.9442 -0.1175 6.5754
As 7.8329 -0.1791 6.8852
Si 2.0389 1.2755 6.6308
Si 5.9196 1.2793 6.8767
As 9.7262 1.4661 6.8962
Si -0.2158 5.8278 6.8473
Si 3.5688 5.5202 6.8885
Si 7.4222 5.3071 6.6203
As 1.7872 7.1631 6.8857
Si 5.6128 6.8077 6.6356
Si 9.2104 6.8157 6.9058
O 6.1254 7.8759 7.8311
O 11.5884 10.1055 8.343
O 6.0767 2.2012 8.2871
O 3.6379 9.5391 7.6287
O 3.3545 4.588 8.2837
O -0.0482 5.433 8.4344
O 8.6962 7.4008 8.4436
O 2.3096 2.1418 8.009
O 7.1748 4.6001 8.1203
O 9.9519 2.6113 22.832
O -1.6425 11.388 21.4134
O 5.3496 2.4292 22.9591
O 3.269 9.8019 22.9131
O 3.824 4.6901 22.8958
O 7.6163 10.5865 22.3206
O 6.2648 7.2756 22.6105
O 1.8469 0.0118 21.0304
O 9.7583 7.7054 22.8306
Si 12.216 9.7089 9.8075
Si 0.3317 10.0783 17.9182
Si 1.0751 12.177 16.0832
Si 9.5083 13.9483 10.6209
Si -3.7329 13.4464 16.1288
Si 6.7242 6.5224 21.2228
Si 10.2534 2.0652 21.3155
Si 2.9651 2.0909 11.7051
Si 5.6732 0.9866 12.5596
Si -7.5796 3.1706 22.3359
Si 7.0089 3.3021 9.0859
Si -5.8404 3.952 20.1035
Si 8.5793 -0.3181 20.9869
Si -6.7738 1.5943 16.1913
Si -7.9348 9.4966 9.254
Si -1.5571 0.8644 14.6313
Si 6.2274 10.133 10.5138
Si 2.6141 3.3305 9.0483
Si 1.1291 1.1154 20.1033
Si 8.1303 2.0719 19.2302
Si 1.8502 9.7126 22.0724
Si 2.693 2.7272 18.1286
Si -6.6729 -1.0145 14.7423
Si 6.895 7.7712 16.0974
Si -0.0892 0.9893 11.7243
Si 5.1602 -3.2976 11.0231
Si 0.834 7.7396 19.9586
Si 2.4448 5.904 18.2157
Si 9.5159 -3.2392 21.2072
Si -3.7193 16.1879 14.4689
Si 7.0677 3.5722 12.1024
Si 7.2291 7.8512 9.0407
Si -0.9167 6.6643 14.1204
Si 2.8692 2.9201 14.4382
Si -8.3262 7.6886 13.2703
Si -1.8736 9.0617 15.9519
Si 5.3827 6.5074 18.6166
Si 0.5933 7.3444 11.6047
Si 1.8532 5.7615 15.2468
Si 0.1494 4.8722 9.9325
O 7.7788 4.0691 15.6162
O -5.7435 -0.0672 13.7792
O 8.5032 2.3537 17.652
O 3.485 2.728 10.2926
O 0.8281 -5.1087 11.0565
O 1.4711 1.4475 11.724
O -9.3739 -0.9149 9.813
O 9.4406 16.5505 14.1184
O -3.0994 2.6869 9.3746
O 5.7355 9.0473 11.6368
O 6.4295 1.7679 16.2972
O -7.2412 2.5644 14.9674
O 10.7484 1.0344 13.1659
O -0.9578 12.8141 10.6849
O 1.3117 10.6672 16.7177
O 0.934 8.7877 18.7013
O -0.6936 7.3837 20.424
O 4.4096 6.9512 12.2976
O 4.8997 10.5144 9.628
O -4.436 6.5937 15.0178
O -2.8849 12.6916 14.9467
O 8.9612 9.1047 20.6009
O 8.3318 6.6192 20.9084
O 5.8414 -3.7307 20.0248
O 6.184 13.4168 12.9173
O 9.6496 -0.7051 14.8194
O 7.0969 4.8822 13.0732
O -8.8279 4.3236 18.3567
O -1.1064 7.7979 15.2725
O 1.4292 2.4084 17.1498
O 4.3731 3.3416 20.7386
O 0.2194 2.199 20.9263
O -4.2117 9.3909 9.6337
O 6.4534 -7.1641 10.5755
O 6.6676 11.4674 11.3128
O -0.102 -0.4903 11.0689
O -5.2764 7.0983 17.4509
O 1.9129 -3.0179 12.3887
O 4.389 0.0329 15.8959
O -0.501 12.3095 15.7542
O -8.6281 6.6846 14.5089
O 2.3726 12.8764 19.4957
O 2.346 4.2222 15.2283
O 6.7093 -8.208 19.641
O 6.4721 6.9637 10.257
O -3.6047 0.4778 19.6693
O 2.9253 3.2595 12.8516
O -1.0925 -1.318 17.2708
O 12.1154 -1.0529 23.0193
O -5.7831 8.7943 15.4713
O 1.9438 1.5819 14.7381
O 4.095 2.1131 17.5544
O -6.0415 4.8825 18.77
O 0.3274 -2.7844 10.2052
O -1.3267 4.4366 10.4564
O 2.6542 2.3521 22.7597
O 8.6173 3.0605 11.9798
O 3.8183 6.7914 18.276
O 4.0881 11.9185 12.1436
O 4.0113 8.0146 9.882
O 9.3118 2.7385 20.1656
O 0.1587 0.3683 18.9963
O -3.3466 8.5942 16.4465
O 0.4269 5.8238 14.4839
O -5.1771 4.911 21.2552
O 1.6962 6.2192 16.7996
O 1.4854 6.3382 19.4557
O -0.6833 7.3543 12.6443
O 1.192 3.6536 9.7623
O 1.7015 8.331 21.214
O -7.8399 9.1325 13.8923

Results
free energy: -170023.322 eV
free energy less fixed offsets of As -4856.12, O -568.88, Si -635.61 eV per atom: 0.338 eV

Forces (eV/angstrom), in the order of the atoms: element, x, y, z
Si -0.0248 -0.0068 0.0065
Si 0.0159 -0.013 0.0095
Si 0.0068 -0.0081 0.0187
Si 0.0158 0.0172 -0.0034
Si -0.009 0.0046 0.0103
Si -0.0099 -0.0101 -0.0006
As 0.0122 0.0263 -0.0054
Si -0.001 0.0345 -0.0199
As -0.0006 0.0133 0.0018
As -0.0044 -0.0355 -0.0019
Si 0.0017 -0.0324 0.0067
Si -0.0005 -0.0187 0.0127
Si -0.0058 -0.0038 -0.0093
Si -0.0266 -0.0026 -0.0063
Si -0.0031 -0.0044 -0.0066
Si 0.0004 -0.0073 -0.0028
Si 0.0212 -0.0071 -0.0073
Si 0.0153 -0.0017 -0.0055
Si 0.0093 0.0039 -0.0065
Si -0.0074 0.0099 -0.0061
Si -0.0185 -0.0038 -0.014
Si 0.0002 0.0117 -0.0099
Si -0.0019 -0.0054 -0.0224
Si 0.0126 0.004 -0.0223
Si -0.0048 0.0102 -0.0136
Si -0.0013 0.0122 -0.0055
Si 0.0018 0.0122 -0.0044
Si 0.0062 -0.0134 -0.0081
Si 0.004 -0.0113 -0.0062
Si -0.0042 -0.0082 -0.0084
Si 0.0048 0 0.0128
Si -0.0069 -0.0102 0.0085
Si -0.011 0.0052 0.0032
Si -0.0012 0.0026 0.0087
Si 0.0093 -0.0003 0.0049
Si 0.0003 0.0066 0.0073
Si 0.0861 0.0857 -0.0927
Si 0.0447 0.0238 0.0626
Si 0.0089 0.0233 -0.0013
Si -0.0705 -0.0279 0.0031
Si 0.0977 0.0505 0.0987
Si 0.0554 0.0392 0.0808
Si 0.0088 0.0549 0.1889
Si 0.1091 0.0466 -0.1675
Si -0.0579 0.0885 -0.0344
Si 0.0687 -0.0967 0.1398
Si -0.0065 -0.0211 0.0028
Si 0.0741 -0.0404 -0.2558
Si -0.0181 0.0591 0.0191
Si 0.0283 -0.0468 -0.0731
Si 0.0024 0.093 -0.0845
Si -0.0065 -0.0424 0.0249
Si 0.0191 -0.0519 0.0481
Si 0.0027 -0.0266 0.0005
Si -0.0037 0.0796 0.0752
Si -0.0131 0.0419 0.0458
Si 0.0095 0.0133 0.0355
Si 0.0145 0.0241 0.0072
Si -0.0277 -0.0322 -0.0564
Si 0.0103 -0.1186 -0.0125
Si -0.1365 0.0602 -0.0814
Si -0.0596 0.1312 0.0745
Si 0.0202 0.0124 -0.0788
Si -0.0692 0.0262 0.2534
Si 0.0059 -0.0937 0.1494
Si 0.0509 -0.0624 -0.0536
Si -0.034 -0.0637 -0.0392
Si 0.0549 -0.0191 -0.1049
Si -0.0381 -0.022 0.3032
Si 0.0227 -0.0596 0.2092
Si -0.1331 -0.02 -0.2923
Si -0.0481 -0.0306 -0.0571
Si -0.0161 0.0122 -0.0102
Si 0.0033 0.0066 0.007
Si 0.0034 0.0097 -0.019
Si -0.0057 0.0009 -0.0052
Si -0.0086 -0.0066 -0.0075
Si 0.0013 -0.0018 -0.0035
Si -0.0019 0.0038 -0.0046
Si -0.0069 0.0061 -0.0084
Si -0.0039 0.0056 -0.0067
Si 0.0144 -0.0065 -0.0042
Si 0.0009 -0.0076 0.0025
Si 0.0083 -0.0137 -0.0026
Si 0.0043 -0.009 0.0096
Si -0.0504 0.0192 0.0086
Si 0.0215 0.0112 -0.014
Si -0.0221 -0.0191 0.0091
Si 0.0434 -0.02 0.0192
Si 0.0089 0.0062 0.0353
Si -0.0702 0.018 0.0177
Si 0.004 0.0101 0.0141
Si -0.0137 0.0074 0.0099
Si 0.0774 -0.0287 0.0111
Si 0.0485 0.0076 0.0014
Si -0.0083 -0.0254 -0.0005
Si -0.0045 -0.0054 -0.0111
Si -0.0288 -0.0023 -0.0188
As 0.0089 0.0218 0.0063
Si -0.0101 0.0037 -0.0166
Si 0.0131 0.0024 -0.0046
As -0.0066 -0.0135 0.0066
Si 0.0441 0.0192 -0.0025
Si -0.0185 0.0194 -0.0229
Si -0.0125 0.0108 -0.018
As -0.0191 -0.0247 0.0034
Si 0.0303 -0.0064 -0.0103
Si -0.0288 -0.015 0.0069
O 0.0015 -0.0031 -0.0053
O 0.0171 -0.0056 0.0183
O 0.0145 0.0203 0.0196
O 0.0053 0.0094 0.0275
O -0.012 -0.0243 0.024
O -0.0008 0.0009 0.0086
O -0.0079 0.0054 0.0029
O 0.0107 0.0113 0.0177
O -0.0039 -0.0286 0.0162
O 0.0039 0.0075 -0.019
O -0.0074 0.0077 0.001
O -0.0211 0.0116 -0.0119
O -0.016 -0.0011 -0.0104
O 0.0066 -0.0061 0.0091
O 0.0067 -0.0013 -0.0178
O -0.0015 0.0024 -0.0231
O -0.0046 0.0058 -0.011
O -0.0015 0.0158 -0.0262
Si 0.0116 -0.0014 -0.0058
Si -0.0051 0.0013 -0.0026
Si -0.0042 0.0096 -0.0005
Si 0.0011 -0.002 0.0098
Si -0.0061 -0.0046 -0.006
Si 0.0106 0.0084 0.0066
Si 0.0044 0.0017 0.0118
Si 0.0015 0.0011 0.0036
Si -0.0021 0.0013 0.0097
Si 0.0059 -0.0107 0.01
Si 0.0001 0.0108 -0.0158
Si -0.0048 -0.002 -0.0084
Si -0.0024 -0.0177 0.0013
Si -0.0001 0.0033 -0.0001
Si -0.018 -0.0139 -0.004
Si -0.0057 0.0009 0.0013
Si 0.0034 0.0011 0.0054
Si -0.002 -0.0053 -0.0005
Si 0.001 -0.0042 0.0012
Si -0.0003 -0.0057 -0.0089
Si 0.0025 -0.0072 -0.0001
Si -0.0031 0.0088 -0.007
Si -0.0016 -0.0015 -0.0003
Si -0.001 -0.0034 -0.0014
Si 0.0015 -0.0041 0.0091
Si -0.0017 -0.0061 0.0046
Si -0.0098 -0.0013 0.002
Si -0.0024 0.0027 -0.0035
Si 0.0028 0.0016 0.0022
Si -0.0021 -0.0013 0.002
Si -0.0001 0.0015 0.0052
Si 0.0007 -0.001 -0.0062
Si 0.0035 -0.0075 0.0065
Si -0.0032 0.0021 0.0019
Si -0.0035 0.0028 -0.0005
Si 0.0014 0.0006 0.0004
Si 0.0043 0.0036 -0.0058
Si 0.0008 -0.0091 0.0083
Si -0.0067 -0.0106 -0.0084
Si 0.0188 -0.0187 -0.0148
O -0.0008 -0.0062 -0.0012
O -0.0025 -0.0031 -0.0051
O -0.0018 -0.0012 -0.0035
O -0.0065 -0.0004 -0.0009
O -0.0018 0.0123 -0.0033
O -0.0034 0.0023 -0.0106
O -0.0013 -0.0063 -0.0136
O 0.005 0.0022 -0.004
O -0.0021 0.0133 -0.001
O -0.0011 0.0023 -0.0043
O 0.0008 0.0037 -0.0012
O -0.0038 -0.0053 0.0056
O -0.0041 -0.0018 0.001
O -0.0062 0.0032 -0.0115
O -0.0024 0.0009 0
O 0.0013 0.0053 -0.0024
O 0.0088 -0.0007 -0.0057
O -0.0024 -0.0027 -0.0063
O 0.0065 0 -0.0049
O 0.0008 -0.0006 -0.0002
O 0.0052 -0.0059 -0.0002
O -0.0059 0.0097 -0.001
O -0.0048 -0.0039 -0.0015
O -0.0072 -0.0014 -0.0044
O -0.0024 -0.002 -0.0062
O 0.0014 0.0042 -0.0041
O 0.0027 0.0003 -0.0033
O -0.0003 -0.0042 0.0022
O 0.0002 -0.0012 -0.0021
O 0 -0.0102 -0.0088
O 0.0046 0.0023 0.0006
O -0.0039 -0.0021 -0.0001
O -0.0052 0.0054 -0.0013
O 0.0046 -0.0041 0.0017
O 0.0016 0.0009 -0.0085
O -0.0016 0.0046 -0.0032
O -0.0006 0.0011 -0.0034
O 0.0009 -0.0047 -0.0065
O 0.0003 0.0011 0.0015
O 0.0048 -0.0018 -0.0024
O -0.0099 -0.0067 0
O 0.0018 0.0016 -0.0037
O -0.0041 0.0132 -0.0013
O 0.0027 -0.0006 0.0005
O -0.0042 -0.006 0.0008
O -0.0026 0.0087 -0.0014
O -0.0003 0.0012 0.0009
O 0.002 -0.0002 -0.003
O 0.0139 -0.0053 -0.0082
O 0.0023 -0.0027 -0.0033
O -0.0018 0.0034 0.0065
O 0.0004 -0.0036 -0.0124
O -0.0006 0.0017 0.0003
O 0.0017 -0.0026 0.0021
O -0.0085 -0.0101 -0.0045
O 0.0061 0.0025 0.0005
O -0.0023 -0.0023 -0.0086
O -0.004 -0.0019 0.0004
O 0.0017 0.0001 -0.0062
O 0.0007 0.0033 -0.007
O -0.0063 0.0016 -0.004
O 0.0008 -0.0062 -0.0068
O -0.0015 -0.0034 -0.0022
O 0.014 0.0018 0.0043
O -0.004 -0.0023 -0.0023
O 0.0004 -0.0032 -0.0058
O 0.0022 -0.0043 0.0009
O 0.0056 -0.003 -0.0106
O -0.0224 0.0243 -0.0187
O -0.0037 -0.0013 -0.0061
O 0.0013 -0.0007 -0.0037

The program warned: the cutoff lies below the one the program advises for these potential files; the forces do not sum to zero within the program's tolerance; the exchange-correlation potential is rough where the density is thin.
